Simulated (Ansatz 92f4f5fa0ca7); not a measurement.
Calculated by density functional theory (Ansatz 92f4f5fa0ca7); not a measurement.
Periodic cell of 215 atoms, Si131O82As2, from a study of silicon, its oxide and their interface. The atomic structure is a simulated model.
Doubt: the cutoff is far below the 930 eV that the study's wrapper takes by default for these files, so forces and energies are approximate.

Settings
functional: PBE
potential files: Ansatz PAW
basis: plane waves
wave-function cutoff: 580 eV
density cutoff ratio: 5
exchange-correlation grid ratio: 1
k mesh: 1 x 1 x 1, Gamma-centred
self-consistency stop: 5e-08 eV per atom in the density residual
occupations: fixed
spin: none
net charge: 0

Cell vectors (angstrom)
a 10.938 0 0
b 0 10.938 0
c 0 0 31.5432

Atoms: element, x, y, z (angstrom)
Si 10.428 0.5438 24.2249
As 5.9758 10.5053 24.1519
Si 2.1406 3.2097 24.0438
Si 8.6992 2.2488 24.2513
Si 0.4946 5.026 24.1127
Si 5.0447 5.8479 24.176
Si 3.3767 7.605 24.1421
As 7.8662 8.6311 23.939
Si 1.3167 1.437 25.3958
Si 6.9385 1.3226 25.5195
Si 4.0174 4.0675 25.3036
Si 9.6593 4.0719 25.3812
Si 1.4899 6.7765 25.3419
Si 6.835 6.8211 25.365
Si 4.1495 9.4752 25.3829
Si 9.5491 9.6149 25.3877
Si 2.7505 0.0021 26.6477
Si 8.203 -0.0795 26.9136
Si 0.011 2.7444 26.8659
Si 5.4254 2.7144 26.6739
Si 2.7545 5.4184 26.8141
Si 8.2469 5.4556 26.6751
Si 0.0394 8.1661 26.6444
Si 5.5569 8.2177 26.814
Si 4.0977 1.3451 28.0705
Si 9.5808 1.3504 28.2145
Si 1.3791 4.1072 28.2235
Si 6.829 4.0973 28.0346
Si 4.1459 6.8164 28.131
Si 9.6037 6.826 28.0588
Si 1.3858 9.5613 28.032
Si 6.8339 9.5349 28.2827
Si 0.0344 -0.0279 29.495
Si 5.4449 0.0169 29.505
Si 2.7571 2.7085 29.4992
Si 8.1874 2.7452 29.4846
Si -0.0073 5.4848 29.5008
Si 5.493 5.4503 29.4862
Si 2.7435 8.1986 29.4624
Si 8.249 8.1578 29.5053
Si 1.3673 1.3673 30.8594
Si 6.8362 1.3673 30.8594
Si 4.1018 4.1018 30.8594
Si 9.5708 4.1018 30.8594
Si 1.3673 6.8362 30.8594
Si 6.8362 6.8362 30.8594
Si 4.1018 9.5708 30.8594
Si 9.5708 9.5708 30.8594
Si 2.7345 0 0.6835
Si 8.2035 0 0.6835
Si 0 2.7345 0.6835
Si 5.469 2.7345 0.6835
Si 2.7345 5.469 0.6835
Si 8.2035 5.469 0.6835
Si 0 8.2035 0.6835
Si 5.469 8.2035 0.6835
Si 4.1201 1.3437 2.0533
Si 9.532 1.3871 2.0337
Si 1.3314 4.1318 2.0499
Si 6.8529 4.0704 2.0596
Si 4.0751 6.8658 2.0341
Si 9.5961 6.8104 2.0528
Si 1.3774 9.5581 2.062
Si 6.8311 9.5721 2.0632
Si -0.0589 -0.0059 3.3221
Si 5.4689 -0.0129 3.4954
Si 2.698 2.7226 3.32
Si 8.1857 2.6912 3.5058
Si -0.0226 5.4697 3.5235
Si 5.4535 5.4815 3.3029
Si 2.7389 8.2041 3.4932
Si 8.2348 8.1852 3.3717
Si 1.2936 1.3611 4.6762
Si 6.8395 1.3064 4.9184
Si 4.0697 4.1178 4.6549
Si 9.5316 4.0688 4.8919
Si 1.3513 6.873 4.8907
Si 6.839 6.8014 4.693
Si 4.1052 9.5687 4.8911
Si 9.5786 9.5696 4.7513
Si 2.6175 0.0406 6.1184
Si 8.2291 -0.1307 6.2697
Si -0.0206 2.6515 6.1982
Si 5.3774 2.7659 6.0929
Si 2.7494 5.4361 6.1445
Si 8.0961 5.4375 6.1926
Si -0.0044 8.2977 6.2406
Si 5.5617 8.1525 6.1556
Si 3.4832 1.9265 7.1985
Si 10.0248 0.8322 7.4739
Si 1.777 3.6529 7.3527
Si 6.2084 4.5301 7.3952
Si 4.6364 6.3148 7.2638
Si 9.1608 7.1943 7.3287
Si 0.8902 10.1558 7.5333
Si 7.4059 8.8913 7.4894
O 4.5708 6.614 8.8902
O 1.3743 3.9901 8.9328
O 9.7608 6.5641 8.7436
O 1.2942 10.1186 9.1687
O 6.0643 4.2302 9.0359
O 3.6936 1.6102 8.7931
O 7.1277 8.9722 9.1353
O 9.6547 1.0922 9.0744
O 8.1736 2.5729 22.7281
O 10.9731 5.5808 22.6199
O 5.3267 0.5095 22.6983
O 5.4186 5.4505 22.6161
O 2.329 2.7224 22.469
O 3.3518 7.8766 22.506
O 8.4316 9.0831 22.1563
O -0.1699 11.2613 22.6316
Si 2.153 2.9815 12.8777
Si 8.6834 1.3149 10.359
Si 1.0774 4.5164 15.3267
Si 7.5476 5.591 12.1951
Si 2.4436 8.2164 21.201
Si 5.4158 7.7967 12.469
Si 9.2781 0.4647 15.5136
Si 2.9506 -0.0102 16.6926
Si 10.4659 1.1648 12.6134
Si 7.7831 2.8382 21.1833
Si 9.1321 8.7914 14.4763
Si 1.4648 4.7844 10.354
Si 4.5284 9.4915 19.1565
Si 11.0767 6.1518 21.0924
Si 6.6287 10.477 14.8445
Si 5.3744 0.8217 21.1007
Si 2.3396 9.8127 10.3974
Si 0.4934 10.6831 21.2778
Si 5.9234 5.3249 21.085
Si 3.6369 7.0933 10.1095
Si 9.0529 5.6937 14.8308
Si 3.6488 4.2005 19.0947
Si 10.0558 3.6975 19.3089
Si 4.2657 8.7079 15.35
Si 0.4781 1.9405 17.1532
Si 6.8642 7.5648 19.1701
Si 5.2477 3.6569 16.743
Si 7.7854 4.9924 17.4939
Si 6.6694 9.9269 10.3757
Si 4.3774 1.0561 10.1302
Si -0.0321 9.0915 11.923
Si 9.1837 8.7447 20.7551
Si 4.5578 1.6924 14.5812
Si 2.4931 2.1589 20.946
Si 6.328 3.3441 10.3793
Si 3.443 5.9624 16.7126
Si 9.877 6.5481 10.3582
O 0.1575 2.6786 18.5677
O 2.9419 9.6754 15.6013
O 10.8614 4.8689 20.1121
O 7.5712 2.4053 9.9285
O 10.9207 5.3522 10.8056
O 6.5892 6.7352 12.8666
O 10.3145 8.067 10.8025
O 7.6778 9.4795 14.0016
O 8.4015 6.224 10.962
O 5.3963 10.4157 20.1822
O 2.1647 3.7369 11.4149
O 8.1067 8.5652 19.5263
O 6.341 6.7956 20.5234
O 5.4946 2.761 15.4013
O 1.3539 1.0008 20.6268
O 6.0685 9.0508 11.6233
O 4.6498 5.043 16.1182
O 6.6055 3.8776 17.6206
O 10.529 10.67 11.8329
O 5.5953 0.5318 13.9913
O 8.0374 5.0501 15.8993
O 9.7329 9.8221 15.6017
O -0.3784 5.1833 15.1181
O 1.5867 6.8733 20.8156
O 1.5334 0.6676 17.201
O 6.6724 1.7423 20.7055
O 1.0095 1.8057 12.8332
O 3.2392 5.5991 18.31
O 9.5247 2.0135 11.586
O 1.0234 3.1062 16.1472
O 8.6081 5.1658 13.3565
O 10.2848 8.5803 13.3346
O 1.5184 9.4732 21.6661
O 10.2483 9.978 20.3686
O 3.1795 0.2093 10.8976
O 5.0757 2.3683 10.845
O 1.7425 4.1771 13.8903
O 7.9322 10.8648 10.84
O 9.1292 4.4693 18.2205
O 5.648 9.5265 15.763
O 5.5303 -0.0241 9.7706
O 3.586 2.3149 13.3945
O 2.0005 5.6555 16.0257
O 9.7192 1.0565 14.0529
O 4.3901 6.9526 11.5338
O 4.7662 4.6222 20.1942
O 9.9768 1.3454 16.6636
O 6.6785 4.3181 11.6481
O 5.6208 8.4316 18.5534
O 9.1425 2.7551 20.2854
O 3.6307 1.1608 15.8033
O 4.1856 3.1663 17.9139
O 9.9443 7.2901 20.8635
O 3.3402 8.6684 9.8162
O 3.9361 7.4659 16.35
O 7.643 0.5051 15.7065
O 8.9062 7.304 15.0556
O 3.9781 1.5637 20.7311
O 1.5938 9.1377 11.7066
O 2.3198 6.156 10.1637
O 7.322 6.4436 18.0719
O 7.2412 4.3687 21.029
O 4.55 8.2732 13.7856
O 3.3657 8.6444 19.9363
O 2.4458 3.4315 19.898
O 3.7947 10.4087 18.0042

Results
free energy: -139623.214 eV
free energy less fixed offsets of As -4856.12, O -568.88, Si -635.61 eV per atom: 2.096 eV

Forces (eV/angstrom), in the order of the atoms: element, x, y, z
Si -0.1284 -0.0645 -0.0005
As -0.3397 0.6399 -0.1985
Si 0.1154 -0.0945 0.0301
Si -0.0353 -0.1161 -0.0126
Si -0.0353 0.046 -0.034
Si 0.1657 0.1418 0.1685
Si 0.1321 -0.0616 -0.026
As -0.1643 0.2273 -0.723
Si -0.0224 0.0335 0.1246
Si -0.0995 0.0688 0.2303
Si -0.1108 -0.0288 0.0047
Si 0.0607 0.0428 0.1257
Si -0.0925 -0.0103 0.093
Si 0.1227 -0.5369 0.5962
Si -0.1451 0.1734 0.3045
Si 0.2174 -0.0954 0.4541
Si -0.146 -0.0797 -0.1027
Si 0.1955 0.0604 0.0896
Si 0.0144 -0.0261 0.1612
Si 0.1041 0.1646 -0.0779
Si 0.1087 0.0384 0.0624
Si -0.4288 -0.0707 -0.007
Si 0.0416 0.2899 -0.1283
Si 0.0021 -0.1933 0.0154
Si 0.0102 0.0045 -0.0101
Si 0.0247 0.0678 -0.3577
Si -0.0097 -0.0429 -0.3247
Si 0.2136 -0.0833 0.1403
Si -0.1789 0.0476 -0.1546
Si -0.0259 -0.0386 -0.0375
Si -0.0189 -0.0786 0.1408
Si 0.0283 0.0812 -0.512
Si 0.0472 -0.1439 -0.039
Si -0.0077 0.0452 0.1643
Si 0.0063 0.0021 0.0457
Si -0.249 0.0407 0.0494
Si -0.027 0.0256 0.1191
Si 0.1421 -0.021 -0.0676
Si 0.0157 0.0946 0.0074
Si 0.0578 -0.0602 0.134
Si 0.1488 -0.1343 0.1158
Si -0.0971 0.0825 0.0099
Si 0.1409 -0.1091 0.023
Si -0.1291 0.0708 -0.0933
Si 0.0163 0.1457 -0.1033
Si 0.1308 -0.2173 0.1218
Si -0.1744 0.0062 -0.0372
Si 0.176 -0.1264 0.1206
Si 0.0687 -0.1666 0.0962
Si -0.3089 -0.0095 -0.0896
Si -0.2024 0.1641 -0.0566
Si 0.1205 -0.128 0.0614
Si -0.2115 0.1303 -0.073
Si 0.0619 -0.204 0.142
Si 0.1951 -0.0936 0.0922
Si -0.0136 0.2288 -0.0645
Si -0.0014 0.0106 -0.0362
Si -0.0185 0.0812 -0.0234
Si -0.0302 0.0402 0.0311
Si 0.0484 -0.0214 -0.0689
Si -0.0582 0.0299 -0.0288
Si 0.0297 -0.03 -0.0403
Si 0.0068 -0.0134 -0.0726
Si 0.0356 -0.0089 0.0251
Si 0.1785 -0.0501 0.3081
Si -0.0046 0.0045 -0.1085
Si 0.056 -0.011 0.3352
Si -0.0318 0.0821 -0.1057
Si 0.0127 -0.0062 -0.1396
Si 0.0507 -0.1028 0.3826
Si -0.0366 0.0283 -0.0929
Si -0.103 -0.0136 0.1828
Si -0.0312 0.0331 -0.1399
Si -0.0079 0.0001 0.0954
Si -0.0481 0.0065 -0.1875
Si 0.005 -0.0527 0.1325
Si 0.0451 -0.0221 0.116
Si -0.0067 -0.0042 -0.1494
Si -0.0154 -0.025 0.1001
Si -0.0143 0.0036 -0.0968
Si -0.0126 -0.0429 -0.0592
Si 0 -0.0085 -0.0018
Si 0.0507 -0.0076 -0.0409
Si 0.0387 0.0057 -0.078
Si 0.0213 -0.0493 -0.0393
Si -0.0303 -0.0051 -0.0504
Si 0.008 0.0272 -0.038
Si 0.0274 0.0051 -0.0289
Si -0.0965 0.1245 -0.0287
Si -0.0223 0.0238 0.0011
Si -0.0279 0.0084 -0.0618
Si -0.0194 0.008 0.0019
Si -0.0023 -0.0254 -0.0238
Si 0.0101 0.0095 -0.0136
Si 0.0156 0.0085 0.0296
Si 0.0145 -0.0015 -0.0556
O -0.0154 0.0275 0.0026
O -0.0021 0.0069 0.0224
O -0.0144 0.0025 -0.007
O 0.0081 -0.0028 -0.0394
O 0.0116 -0.0361 0.0178
O 0.0213 0.0009 -0.0295
O 0.0074 0.007 0.0322
O -0.003 -0.001 -0.0194
O 0.0084 -0.0243 0.0579
O 0.0109 -0.0195 -0.0531
O -0.0339 -0.1306 0.2126
O -0.0426 0.0074 0.002
O -0.0123 -0.0147 -0.1145
O 0.0332 0.0114 0.0134
O 0.514 0.0063 -0.5924
O -0.0463 0.0151 0.0498
Si -0.0115 -0.0076 0.0155
Si 0.0141 0.0161 0.0186
Si -0.0091 -0.0008 -0.0081
Si 0.0008 0.0119 0.0113
Si -0.0743 -0.038 -0.1275
Si 0.0074 -0.0155 0.0196
Si -0.0093 -0.0111 -0.008
Si -0.0046 0.0257 -0.058
Si 0.0172 -0.0065 0.0438
Si 0.0928 0.0657 -0.1269
Si -0.0103 0.0057 0.0046
Si 0.016 -0.0334 0.0087
Si -0.0088 0.0178 -0.0942
Si -0.077 0.0566 -0.0459
Si 0.0415 0.0101 0.0102
Si 0.0516 -0.1196 -0.1224
Si -0.0181 -0.0308 0.0383
Si 0.0457 0.0267 -0.1292
Si -0.0174 -0.0386 -0.1055
Si -0.0014 -0.0487 0.03
Si 0.0297 0.0163 -0.0053
Si 0.0007 -0.0056 -0.079
Si -0.0009 -0.0007 -0.053
Si 0.0024 0.0281 -0.0039
Si -0.0105 0.0013 -0.0452
Si 0.0291 -0.0062 -0.0576
Si -0.0109 0.0134 -0.01
Si -0.0101 -0.0128 -0.0208
Si -0.0213 -0.0148 0.0431
Si -0.0174 -0.007 0.0322
Si -0.0214 0.0067 0.0401
Si 0.0654 -0.1049 0.0755
Si -0.0069 -0.0054 0.0008
Si -0.1948 0.1212 0.0027
Si 0.0649 0.0405 0.0084
Si -0.0039 -0.0118 -0.0178
Si 0 -0.0237 0.0363
O -0.0134 0.0164 0.0364
O 0.0082 -0.0075 0.0204
O 0.0117 -0.0102 0.0122
O -0.0017 0.018 0.0173
O -0.003 0.0053 -0.006
O -0.0097 0.0142 -0.0055
O 0.0038 0.002 -0.0244
O -0.0148 -0.0014 -0.009
O 0.0022 -0.003 -0.0182
O -0.0061 0.0368 0.0685
O 0.0055 -0.0007 -0.0091
O -0.0051 0.0215 0.0047
O -0.0104 -0.0289 0.0607
O -0.0038 0.0055 0.0157
O 0.0025 -0.0352 0.0263
O 0.0051 0.0368 -0.0372
O -0.0006 -0.0034 0.007
O 0.0034 0.0102 0.0137
O -0.0077 -0.006 -0.0261
O -0.0014 -0.0086 -0.004
O -0.0119 -0.0073 0.0247
O 0.0095 -0.0006 -0.0045
O -0.0102 -0.002 0.0042
O 0.0265 0.0246 0.0284
O 0.019 -0.0007 0.0197
O -0.12 -0.0273 0.0697
O 0.0038 -0.0067 -0.0102
O 0.0056 0.0013 0.0376
O -0.0228 0.0062 -0.0375
O -0.0016 0.0007 0.0161
O -0.0118 -0.0028 -0.0096
O 0.0112 0.0053 -0.0143
O 0.011 0.0228 -0.0133
O -0.0336 -0.0105 0.0175
O 0.0029 0.036 -0.0037
O -0.05 -0.0349 -0.0128
O -0.0017 0.0051 0.0051
O -0.0197 -0.0069 -0.0057
O 0.0234 -0.0102 0.0211
O -0.0066 -0.0068 0.0135
O 0.0127 0.0048 -0.0668
O 0.0013 0.0032 -0.0034
O -0.001 0.0055 -0.0063
O 0.0119 0.006 -0.0097
O -0.0094 0.0049 -0.0155
O 0.007 0.0108 0.024
O 0.0191 0.0087 0.0161
O -0.0129 -0.0278 -0.0248
O -0.025 0.0258 0.0177
O -0.0207 -0.0015 0.0178
O 0 0.001 0.0286
O -0.0053 -0.0071 0.0117
O 0.005 0.022 -0.0005
O 0.0062 0.0174 -0.0106
O 0.0055 0.0179 0.0105
O -0.0006 0.0027 0.006
O -0.0078 -0.0024 -0.001
O 0.2627 -0.0864 0.1262
O 0.0237 0.0083 -0.0361
O 0.0143 0.0242 0.0102
O -0.0009 0.0395 0.016
O -0.0211 -0.0297 0.0246
O 0.0061 0 -0.0269
O 0.0027 0.0091 0.0338
O 0.0016 -0.0275 0.0078
O 0.0268 -0.0243 0.0442

The program warned: the cutoff lies below the one the program advises for these potential files; the exchange-correlation potential is rough where the density is thin.
